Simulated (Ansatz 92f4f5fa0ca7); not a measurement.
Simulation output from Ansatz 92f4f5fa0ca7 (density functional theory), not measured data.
Periodic cell of 226 atoms, Si133O92B1, from a study of silicon, its oxide and their interface. The atomic structure is a simulated model.
Doubt: the cutoff is far below the 930 eV that the study's wrapper takes by default for these files, so forces and energies are approximate.

Settings
functional: PBE
potential files: Ansatz PAW
basis: plane waves
wave-function cutoff: 580 eV
density cutoff ratio: 5
exchange-correlation grid ratio: 1
k mesh: 1 x 1 x 1, Gamma-centred
self-consistency stop: 5e-08 eV per atom in the density residual
occupations: fixed
spin: none
net charge: -1 e, with a uniform compensating background and no finite-size correction

Cell vectors (angstrom)
a, 10.938, 0, 0
b, 0, 10.938, 0
c, 0, 0, 31.9494

Atoms and the computed forces on them: element, x, y, z (angstrom), force x, y, z (eV/angstrom)
Si, 10.6221, 0.0032, 24.436, 0.009, 0.0654, 0.2468
Si, 5.0788, 0.1282, 24.687, -0.017, 0.056, 0.2224
Si, 2.8136, 2.3036, 24.5603, 0.0464, -0.0216, 0.2182
Si, 8.5654, 2.4411, 24.5818, 0.0016, -0.0599, 0.2296
Si, 10.7077, 5.5931, 24.3603, -0.0579, 0.0218, 0.2548
Si, 5.1562, 5.6166, 24.4736, -0.0521, 0.0402, 0.2136
Si, 2.9844, 7.9569, 24.423, 0.0229, -0.0399, 0.282
Si, 8.4127, 7.8404, 24.4444, 0.0284, -0.0686, 0.2233
Si, 1.2842, 1.1344, 25.866, 0.0076, -0.013, 0.0274
Si, 6.8185, 1.3287, 25.7728, 0.04, 0.0106, -0.0412
Si, 3.9823, 4.0192, 25.7657, 0.0087, 0.0247, -0.0372
Si, 9.6828, 4.0237, 25.877, 0.0384, 0.0003, 0.0015
Si, 1.3402, 6.7975, 25.6999, 0.0289, 0.0134, -0.0483
Si, 6.802, 6.7229, 25.778, 0.0003, 0.0162, 0.0092
Si, 4.0026, 9.4664, 25.9782, -0.0153, -0.0085, 0.0175
Si, 9.4851, 9.4453, 25.8311, 0.0103, 0.0144, -0.0369
Si, 2.6365, -0.1306, 27.3172, -0.0321, -0.0201, 0.029
Si, 8.154, -0.0598, 27.186, -0.0578, -0.0346, -0.0004
Si, 0.0742, 2.6597, 27.2491, 0.0048, 0.0232, 0.0158
Si, 5.4588, 2.7312, 27.137, 0.0071, -0.0034, -0.0131
Si, 2.6728, 5.4307, 27.1516, -0.0417, -0.0381, -0.0285
Si, 8.1947, 5.3746, 27.1659, -0.0346, -0.0261, -0.0259
Si, 0.0235, 8.1635, 27.1613, -0.023, -0.0044, -0.0109
Si, 5.5101, 8.1388, 27.2195, 0.019, 0.0013, 0.0008
Si, 4.0958, 1.3394, 28.514, -0.0633, -0.0751, 0.0871
Si, 9.5479, 1.3195, 28.5624, 0.0288, 0.0411, 0.0561
Si, 1.4001, 4.0713, 28.6049, -0.0987, -0.0012, -0.0988
Si, 6.8111, 4.0618, 28.5613, 0.0139, 0.031, -0.0221
Si, 4.0846, 6.7749, 28.544, 0.0164, 0.0876, 0.0802
Si, 9.5684, 6.7876, 28.4995, -0.0432, 0.004, 0.0698
Si, 1.2935, 9.4801, 28.68, 0.0917, 0.0842, -0.194
Si, 6.8285, 9.5396, 28.6006, -0.0284, 0.0145, -0.0971
Si, -0.0119, -0.0136, 29.9872, -0.0589, 0.0667, 0.0159
Si, 5.4531, -0.0089, 29.9268, 0.0174, -0.0031, -0.019
Si, 2.7786, 2.72, 29.9324, -0.0016, -0.0688, -0.0156
Si, 8.162, 2.6998, 29.9348, 0.0742, -0.0249, -0.033
Si, -0.0187, 5.4446, 29.917, 0.0432, 0.0003, 0.0118
Si, 5.4513, 5.4189, 29.946, 0.0155, 0.0422, -0.0294
Si, 2.7484, 8.1763, 29.968, 0.0536, -0.124, 0.0025
Si, 8.2281, 8.1739, 29.9085, 0.0256, -0.0511, -0.0108
Si, 1.4258, 1.365, 31.3193, -0.0103, -0.0504, -0.0042
Si, 6.7799, 1.3745, 31.3246, -0.0081, 0.0525, -0.005
Si, 4.1302, 4.031, 31.3442, 0.0593, 0.0552, 0.0135
Si, 9.552, 4.0805, 31.2841, -0.0181, -0.0066, -0.0019
Si, 1.3659, 6.8098, 31.2986, -0.0301, 0.0178, 0.0035
Si, 6.8305, 6.8363, 31.2718, 0.0024, 0.0005, -0.0062
Si, 4.0861, 9.6117, 31.3298, -0.0653, 0.0039, 0.0113
Si, 9.5568, 9.5486, 31.3115, 0.0138, -0.0267, 0.0172
Si, 2.8943, 0.1666, 0.8294, 0.0747, 0.0657, 0.1212
Si, 8.1923, 0.0144, 0.6807, 0.0475, -0.0115, -0.0166
Si, 0.0313, 2.748, 0.6973, -0.0335, 0.0282, -0.0151
Si, 5.343, 2.5956, 0.8549, -0.0725, -0.0629, 0.1282
Si, 2.7463, 5.4445, 0.6921, -0.0224, 0.0203, -0.0113
Si, 8.1872, 5.4674, 0.6963, 0.0178, 0.0226, -0.0508
Si, 0.0398, 8.2318, 0.7256, 0.0048, -0.0243, -0.0156
Si, 5.4833, 8.2345, 0.7005, 0.0351, -0.0402, -0.0097
B, 4.1157, 1.3818, 2.0417, -0.033, 0.0222, 0.0989
Si, 9.6029, 1.3551, 2.0383, 0.0822, -0.03, -0.0309
Si, 1.4271, 4.0817, 2.0849, -0.0563, 0.0122, 0.0184
Si, 6.7953, 4.1, 2.0395, -0.0534, 0.0523, -0.0726
Si, 4.097, 6.848, 2.0413, -0.0026, 0.0444, -0.0262
Si, 9.5857, 6.8415, 2.0715, 0.0266, 0.0012, 0.0086
Si, 1.4302, 9.6691, 2.0465, -0.0682, 0.0064, -0.0552
Si, 6.799, 9.6749, 2.0609, -0.1012, 0.0269, 0.0043
Si, 0.0455, 0.0333, 3.471, -0.0485, -0.0154, -0.0613
Si, 5.3309, 0.1911, 3.2774, -0.0594, 0.0245, -0.0353
Si, 2.8883, 2.605, 3.2445, 0.0358, -0.0223, -0.0805
Si, 8.2522, 2.7817, 3.3183, -0.0378, -0.0095, 0.1922
Si, 0.0568, 5.4882, 3.4687, -0.0536, 0.0036, -0.0831
Si, 5.4716, 5.5158, 3.4243, 0.0582, -0.0271, -0.0033
Si, 2.7325, 8.2499, 3.3826, 0.0375, -0.0469, 0.0709
Si, 8.2265, 8.3178, 3.3595, 0.0006, -0.162, 0.1088
Si, 1.4387, 1.4555, 4.7719, 0.0264, 0.1171, 0.0106
Si, 6.8524, 1.4711, 4.6566, 0.056, -0.0304, -0.0522
Si, 4.0603, 4.0938, 4.6955, -0.0845, 0.014, -0.0198
Si, 9.603, 4.0737, 4.7602, 0.0024, 0.0178, 0.0009
Si, 1.3667, 6.9657, 4.8194, 0.0351, 0.0372, 0.0296
Si, 6.8405, 6.9916, 4.7059, 0.0513, 0.0456, -0.0148
Si, 4.0993, 9.6284, 4.7151, 0.097, -0.0057, -0.0242
Si, 9.6174, 9.5791, 4.8196, 0.0232, 0.0282, 0.0465
Si, 2.7692, 0.0425, 6.1119, -0.0651, -0.0899, 0.0354
Si, 8.2645, 0.1332, 6.0306, 0.0237, 0.0174, 0.0519
Si, 0.0589, 2.7908, 6.2397, -0.0323, -0.0148, 0.0368
Si, 5.513, 2.8336, 6.0533, 0.0719, 0.0698, 0.0244
Si, 2.7627, 5.5603, 6.0778, -0.0175, 0.0176, 0.0473
Si, 8.2595, 5.6007, 5.9378, 0.005, 0.002, -0.0492
Si, 0.049, 8.3029, 6.3516, -0.0189, -0.0292, -0.0184
Si, 5.4915, 8.3342, 6.158, -0.0305, -0.0131, 0.0474
Si, 4.4325, 1.1749, 7.318, 0.0254, 0.0057, -0.2734
Si, 9.8075, 1.1654, 7.553, 0.0488, -0.0518, -0.2624
Si, 1.1908, 4.4921, 7.4663, -0.0558, 0.0421, -0.2655
Si, 6.6363, 4.5548, 7.2188, -0.0995, -0.0363, -0.2457
Si, 4.3116, 6.7219, 7.4752, 0.069, -0.012, -0.2655
Si, 9.7351, 6.6079, 7.4845, 0.1022, -0.0438, -0.2402
Si, 1.2773, 9.9466, 7.6652, -0.0287, 0.0822, -0.2647
Si, 6.7215, 9.9695, 7.3787, -0.0244, -0.0329, -0.2989
O, 9.5853, 1.2463, 24.0007, -0.0165, -0.0034, -0.1315
O, 4.1073, 6.8103, 23.9664, 0.0098, -0.0209, -0.1263
O, 4.0094, 1.2491, 24.0736, 0.0047, -0.0035, -0.1251
O, 9.5357, 6.7103, 23.926, 0.01, -0.0047, -0.1172
O, -0.0201, 5.5278, 7.9765, -0.0188, 0.0286, 0.1334
O, 5.58, 0.1234, 7.9076, -0.0134, 0.0097, 0.1166
O, 0.0519, 0.0886, 8.0861, 0.0101, -0.01, 0.1359
O, 5.5291, 5.6395, 7.8258, 0.0128, 0.0085, 0.1481
O, 7.5793, 3.987, 8.4277, 0.1207, -0.0874, 0.3222
O, 8.7442, 7.0324, 8.7576, -0.1013, 0.1033, 0.2658
O, 2.1713, 9.4742, 9.0138, 0.1341, -0.1126, 0.3122
O, 8.8964, 1.7046, 8.8576, -0.1188, 0.135, 0.2735
O, 7.6312, 9.4521, 8.658, 0.1151, -0.114, 0.3309
O, 3.6149, 1.806, 8.5926, -0.0904, 0.1418, 0.2832
O, 3.571, 7.243, 8.8835, -0.0848, 0.1148, 0.3171
O, 2.0711, 4.0007, 8.7846, 0.1354, -0.0888, 0.245
O, 8.1354, 3.4931, 23.3757, -0.0847, 0.0805, -0.2445
O, 0.4486, 4.9372, 22.975, 0.0733, -0.1056, -0.2531
O, 1.908, 2.7528, 23.259, -0.1066, 0.0556, -0.2456
O, 5.8269, 4.9096, 23.1382, 0.1039, -0.1005, -0.2452
O, 5.5235, 10.0173, 23.5026, 0.0614, -0.0739, -0.2085
O, 2.438, 8.6905, 23.037, -0.0954, 0.1017, -0.2774
O, 0.1892, 10.0768, 23.0976, 0.1038, -0.1114, -0.2776
O, 7.7806, 8.5857, 23.1012, -0.0943, 0.0972, -0.2316
Si, 8.6562, 7.705, 18.4465, -0.0044, -0.0049, 0.0868
Si, 8.7865, 6.3565, 13.62, -0.0107, 0.0055, -0.1621
Si, 3.7921, 1.5399, 14.7244, -0.0081, 0.0118, -0.126
Si, 2.1338, 5.753, 17.6278, -0.0133, -0.0088, 0.0617
Si, 2.4163, 3.1521, 19.5031, -0.0428, 0.0073, 0.2041
Si, 9.8125, 9.0311, 12.067, -0.0212, -0.0242, -0.3133
Si, 1.3291, 9.4251, 22.0889, -0.0053, -0.0154, 0.4443
Si, 9.1663, 0.9639, 13.1897, 0.0008, 0.0122, -0.1954
Si, 1.4217, 5.0538, 13.0151, 0.0164, -0.0097, -0.1806
Si, 1.7947, 8.2546, 12.7944, 0.0499, -0.0104, -0.3055
Si, 6.6529, 9.5649, 22.4378, 0.0312, -0.0351, 0.3837
Si, 4.5252, 4.6014, 15.7036, 0.0005, 0.0139, -0.0824
Si, 8.2075, 3.0264, 9.5547, -0.0077, -0.0611, -0.487
Si, 0.8394, 8.2549, 19.2667, 0.0087, 0.0408, 0.2233
Si, 6.954, 1.3562, 21.0967, 0.011, 0.0033, 0.2785
Si, 8.2308, 8.3084, 9.6519, -0.0354, 0.0014, -0.5037
Si, 10.8902, 5.2045, 15.6012, 0.0061, 0.0035, -0.0806
Si, 7.5655, 9.4978, 16.3134, -0.01, -0.0081, -0.0348
Si, 9.9335, 2.0687, 20.3044, 0.0007, 0.0102, 0.2425
Si, 3.2089, 8.5157, 9.882, -0.0579, -0.0153, -0.5295
Si, 6.6941, 3.3582, 17.4145, -0.0115, 0.0075, 0.0693
Si, 1.1659, 0.217, 19.8138, 0.0118, -0.0262, 0.1994
Si, 3.2346, 2.8176, 12.2845, 0.0204, -0.0052, -0.3169
Si, 7.2133, 5.4024, 19.6957, 0.0166, -0.032, 0.2364
Si, 5.7431, 8.6617, 11.5258, 0.0061, -0.03, -0.3613
Si, 5.7862, 6.0642, 13.1867, 0.0072, 0.008, -0.2365
Si, 4.6308, 9.7111, 17.6226, -0.0038, -0.002, 0.069
Si, 1.0238, 3.6058, 22.191, 0.0083, 0.0544, 0.4144
Si, 4.8983, 1.4905, 18.8055, 0.0341, -0.0029, 0.1374
Si, 3.1977, 3.076, 9.5017, -0.047, -0.011, -0.4707
Si, 6.445, 10.8112, 13.7812, -0.0051, -0.0253, -0.1905
Si, 10.3454, 0.1195, 15.9658, 0.0034, 0.0141, -0.0476
Si, 5.6654, 3.6475, 11.1368, 0.0114, -0.0531, -0.3576
Si, 9.8379, 3.8945, 11.8914, -0.0425, -0.0134, -0.3294
Si, 2.3404, 9.923, 15.5335, 0.0079, -0.0239, -0.0812
Si, 6.0746, 8.1335, 19.807, -0.0089, 0.0307, 0.2336
Si, 6.9311, 3.9759, 22.3901, -0.0197, 0.019, 0.4006
Si, 9.7558, 2.7806, 17.3669, 0.0123, 0.0041, 0.0919
O, 7.1955, 6.376, 13.9597, 0.0187, 0.0005, 0.0681
O, 1.8788, 7.0675, 18.675, 0.0208, -0.0403, -0.0578
O, 10.2957, 4.0326, 16.5191, -0.0023, -0.0068, 0.0055
O, 6.1632, 9.9593, 17.0493, 0.0063, 0.0045, -0.0086
O, 10.1388, 0.71, 14.4646, 0.0321, -0.0178, 0.0941
O, 8.4441, 6.1247, 18.8716, 0.0191, 0.0233, -0.0576
O, 5.1651, 0.6803, 14.4208, -0.0184, 0.0111, 0.0552
O, 5.7201, 2.0628, 17.5275, 0.0104, 0.0106, -0.0401
O, 8.3479, 1.9563, 20.5566, 0.0421, 0.0021, -0.0988
O, 1.9932, 4.3096, 18.415, -0.0017, 0.0406, -0.0783
O, 6.9669, 2.7912, 10.6175, -0.0817, 0.027, 0.1857
O, 4.8698, 2.7003, 12.2001, -0.0358, -0.0268, 0.1469
O, 6.0255, 4.3992, 16.3492, 0.0063, -0.0014, 0.0016
O, 4.5654, 3.9159, 9.9216, 0.0871, 0.0187, 0.2051
O, 10.6917, 2.7854, 21.563, -0.0638, -0.0634, -0.1727
O, 9.7221, 6.1563, 14.9574, 0.03, -0.016, 0.0707
O, 6.0047, 6.4972, 19.8472, 0.0016, 0.0047, -0.0724
O, 4.0834, 0.1788, 18.2785, 0.0002, -0.0203, -0.04
O, 9.2567, 10.5523, 12.2679, -0.0069, 0.0599, 0.1089
O, 2.8554, 4.3613, 12.693, -0.0256, 0.0393, 0.0955
O, 1.9119, 10.7065, 21.22, -0.0049, 0.0663, -0.1801
O, 3.9936, 2.7283, 19.389, 0.0181, -0.0131, -0.054
O, 0.7264, 10.0443, 15.9517, -0.0078, 0.0033, 0.0155
O, 1.2734, 9.8134, 18.8425, 0.0001, -0.0217, -0.0761
O, 1.7123, 1.6724, 19.2849, 0.0142, 0.0126, -0.0584
O, 8.9364, 10.3897, 16.4907, 0.0014, -0.0017, 0.0103
O, 4.8715, 8.5946, 18.798, -0.0286, 0.0204, -0.0829
O, 9.5686, 8.7597, 10.474, 0.0874, 0.0407, 0.2606
O, 6.743, 4.0977, 18.8624, -0.011, -0.0316, -0.0935
O, 2.8398, 1.7258, 13.3975, 0.0093, -0.0413, 0.1286
O, 5.8332, 8.7787, 21.2747, -0.0314, -0.0711, -0.225
O, 2.5385, 2.4521, 10.8626, -0.0012, -0.0151, 0.2656
O, 7.6066, 4.8563, 21.185, 0.0194, 0.0745, -0.2274
O, 5.2082, 7.4657, 12.5323, 0.0029, -0.0622, 0.1331
O, 0.4315, 9.0686, 12.4827, 0.0164, 0.0001, 0.0913
O, 7.573, 1.051, 13.5642, -0.0122, -0.0051, 0.0677
O, 7.104, 9.6295, 14.7407, 0.021, -0.0186, 0.0754
O, 8.978, 5.0304, 12.6825, -0.0167, 0.0615, 0.1119
O, 8.0907, 8.0383, 16.9157, -0.0071, 0.0099, -0.0275
O, 6.214, 2.5762, 21.9111, 0.0011, -0.0739, -0.1533
O, 2.4551, 9.0651, 14.0961, 0.0119, 0.0557, 0.127
O, 0.4233, 4.481, 11.8564, 0.0354, 0.0254, 0.1115
O, 0.8144, 8.3232, 20.9403, -0.0243, -0.0521, -0.2308
O, 9.3867, 3.8245, 10.3343, 0.0919, 0.0561, 0.2618
O, 9.6473, 2.3836, 12.5217, -0.0037, -0.0674, 0.1178
O, 7.6185, 8.573, 19.3955, 0.0366, -0.0102, -0.0737
O, 2.546, 8.1684, 11.3393, -0.0877, -0.018, 0.3026
O, 3.9815, 3.0568, 15.3703, 0.0058, 0.0153, 0.0374
O, 0.84, 4.4943, 14.432, -0.0242, -0.0001, 0.0972
O, 10.0559, 3.0022, 18.959, -0.0061, 0.0225, -0.1254
O, 9.1455, 7.8023, 12.9333, -0.013, -0.0613, 0.1077
O, 10.5136, 0.5461, 20.0896, 0.0069, -0.0086, -0.0787
O, 6.0357, 5.0295, 11.9244, 0.0019, 0.0928, 0.1636
O, 8.1543, 2.7585, 17.0203, -0.0031, -0.0059, -0.023
O, 3.5283, 5.4792, 16.7216, 0.0041, 0.0034, -0.0027
O, 4.6628, 9.1237, 10.3662, 0.0907, -0.0004, 0.2074
O, 1.5306, 6.6759, 13.1602, -0.0115, -0.0261, 0.0714
O, 4.7628, 5.486, 14.3353, -0.0291, -0.0294, 0.1043
O, 2.0489, 3.8609, 20.9354, 0.0685, -0.0239, -0.22
O, 10.5434, 1.4094, 16.9498, -0.0006, -0.0076, -0.0136
O, 0.9426, 6.0726, 16.5537, -0.001, -0.0003, 0.007
O, 7.3458, 10.9549, 21.9349, 0.0058, 0.0746, -0.1462
O, 5.9324, 0.9192, 19.9222, -0.072, 0.0002, -0.139
O, 6.0613, 10.0158, 12.3972, 0.0302, 0.095, 0.1693
O, 2.8419, 0.5463, 15.5902, -0.0086, -0.0137, 0.0254
O, 7.0506, 8.0164, 10.7538, -0.0964, 0.0063, 0.2166
O, 10.2418, 8.025, 18.6944, -0.0327, -0.0106, -0.052
O, 3.4434, 9.2038, 16.5728, 0.0027, -0.0054, 0.0031

Results
free energy: -137022.693 eV
free energy less fixed offsets of B -154.04, O -568.88, Si -635.61 eV per atom: 4.437 eV

The program warned: the cutoff lies below the one the program advises for these potential files; the exchange-correlation potential is rough where the density is thin.
